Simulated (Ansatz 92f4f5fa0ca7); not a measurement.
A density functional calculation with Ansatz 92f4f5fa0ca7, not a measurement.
Periodic cell of 227 atoms, Si134O92H1, from a study of silicon, its oxide and their interface. The atomic structure is a simulated model.
Doubt: the cutoff is far below the 930 eV that the study's wrapper takes by default for these files, so forces and energies are approximate.

Settings
functional: PBE
potential files: Ansatz PAW
basis: plane waves
wave-function cutoff: 580 eV
density cutoff ratio: 5
exchange-correlation grid ratio: 1
k mesh: 1 x 1 x 1, Gamma-centred
self-consistency stop: 5e-08 eV per atom in the density residual
occupations: fixed
spin: none
net charge: +1 e, with a uniform compensating background and no finite-size correction

Cell vectors (angstrom)
a, 10.938, 0, 0
b, 0, 10.938, 0
c, 0, 0, 32.9143

Atoms: element, x, y, z (angstrom)
Si, 0.2981, -0.2272, 25.4596
Si, 5.8663, -0.243, 25.4575
Si, 2.5244, 3.0818, 25.3171
Si, 7.9396, 3.2128, 25.3481
Si, 0.2508, 5.3477, 25.2973
Si, 5.7054, 5.4955, 25.4601
Si, 2.4895, 8.4054, 25.499
Si, 8.0169, 8.3761, 25.7533
Si, 1.4118, 1.4515, 26.6921
Si, 6.8898, 1.483, 26.6775
Si, 4.0958, 4.2114, 26.6734
Si, 9.5981, 4.203, 26.6885
Si, 1.3393, 6.8477, 26.7941
Si, 6.811, 6.8643, 27.0016
Si, 4.1389, 9.6118, 26.7114
Si, 9.6448, 9.6322, 26.8324
Si, 2.747, 0.0411, 28.0918
Si, 8.2052, 0.0692, 28.1155
Si, -0.0251, 2.7492, 28.0813
Si, 5.4338, 2.767, 28.0702
Si, 2.7361, 5.4891, 28.1284
Si, 8.2444, 5.462, 28.1795
Si, -0.0124, 8.1968, 28.1704
Si, 5.3933, 8.25, 28.1936
Si, 4.1018, 1.3673, 29.496
Si, 9.5708, 1.3673, 29.496
Si, 1.3673, 4.1018, 29.496
Si, 6.8362, 4.1018, 29.496
Si, 4.1018, 6.8362, 29.496
Si, 9.5708, 6.8362, 29.496
Si, 1.3673, 9.5708, 29.496
Si, 6.8362, 9.5708, 29.496
Si, 0, 0, 30.8633
Si, 5.469, 0, 30.8633
Si, 2.7345, 2.7345, 30.8633
Si, 8.2035, 2.7345, 30.8633
Si, 0, 5.469, 30.8633
Si, 5.469, 5.469, 30.8633
Si, 2.7345, 8.2035, 30.8633
Si, 8.2035, 8.2035, 30.8633
Si, 1.3673, 1.3673, 32.2305
Si, 6.8362, 1.3673, 32.2305
Si, 4.1018, 4.1018, 32.2305
Si, 9.5708, 4.1018, 32.2305
Si, 1.3673, 6.8362, 32.2305
Si, 6.8362, 6.8362, 32.2305
Si, 4.1018, 9.5708, 32.2305
Si, 9.5708, 9.5708, 32.2305
Si, 2.7345, 0, 0.6835
Si, 8.2035, 0, 0.6835
Si, 0, 2.7345, 0.6835
Si, 5.469, 2.7345, 0.6835
Si, 2.7345, 5.469, 0.6835
Si, 8.2035, 5.469, 0.6835
Si, 0, 8.2035, 0.6835
Si, 5.469, 8.2035, 0.6835
Si, 4.1018, 1.3673, 2.0507
Si, 9.5708, 1.3673, 2.0507
Si, 1.3673, 4.1018, 2.0507
Si, 6.8362, 4.1018, 2.0507
Si, 4.1018, 6.8362, 2.0507
Si, 9.5708, 6.8362, 2.0507
Si, 1.3673, 9.5708, 2.0507
Si, 6.8362, 9.5708, 2.0507
Si, 0, 0, 3.418
Si, 5.469, 0, 3.418
Si, 2.7345, 2.7345, 3.418
Si, 8.2035, 2.7345, 3.418
Si, 0, 5.469, 3.418
Si, 5.469, 5.469, 3.418
Si, 2.7345, 8.2035, 3.418
Si, 8.2035, 8.2035, 3.418
Si, 1.3859, 1.334, 4.7946
Si, 6.8447, 1.3746, 4.765
Si, 4.0912, 4.0924, 4.7339
Si, 9.6111, 4.0312, 4.8954
Si, 1.3941, 6.7931, 4.7758
Si, 6.8899, 6.7955, 4.8142
Si, 4.0536, 9.5524, 4.8171
Si, 9.5491, 9.6005, 4.6785
Si, 2.6908, -0.0089, 6.2433
Si, 8.207, -0.0395, 6.0886
Si, 0.0371, 2.5449, 6.3101
Si, 5.4464, 2.7176, 6.079
Si, 2.7099, 5.3712, 6.1608
Si, 8.2909, 5.4388, 6.3009
Si, -0.0971, 8.1727, 5.9679
Si, 5.3722, 8.0952, 6.1143
Si, 3.9058, 1.6106, 7.4804
Si, 9.7595, 0.8665, 7.6318
Si, 1.6291, 3.787, 7.5558
Si, 6.6452, 4.1997, 7.4372
Si, 4.3862, 6.3922, 7.4653
Si, 9.2986, 7.2858, 7.5121
Si, 1.0924, 9.5432, 7.3764
Si, 6.9213, 9.3739, 7.2651
O, 5.5379, 5.3142, 7.9478
O, -0.2685, -0.6478, 8.4244
O, 2.8035, 2.7146, 7.9953
O, 7.9386, 8.1766, 7.7151
O, 1.4213, 9.5741, 25.0299
O, 6.7632, 4.3181, 24.9728
O, 6.9805, 9.5137, 25.1827
O, -0.3228, 6.0568, 23.8984
O, 6.5128, 10.1793, 8.6499
O, 1.1074, 4.4413, 8.9746
O, 1.6991, 8.5001, 8.4953
O, 7.208, 3.3557, 8.7291
O, 9.9608, 7.6571, 9.0206
O, 4.6124, 1.079, 8.8806
O, 3.7653, 6.8761, 8.9204
O, 9.187, 1.5746, 8.9803
O, 5.5184, 0.2507, 23.9326
O, 8.6533, 2.8852, 23.9039
O, 8.415, 6.1192, 22.2774
O, 5.2665, 6.4021, 24.1489
O, 8.4829, 7.4184, 24.5234
O, 3.293, 2.4626, 23.9855
O, 2.9079, 7.5759, 24.1346
O, 10.5965, 0.3091, 24.0482
Si, 5.6717, 10.0444, 12.3503
Si, 9.52, 4.9271, 14.6844
Si, 17.824, 15.2379, 16.5055
Si, 2.874, 8.4133, 18.37
Si, 4.1948, 4.1738, 14.8716
Si, 0.0752, 0.692, 22.5069
Si, 3.6322, 14.2615, 19.8254
Si, -2.3006, 2.5459, 22.3144
Si, -2.3247, 9.5856, 12.2279
Si, 2.9662, 1.7662, 22.5282
Si, 6.1928, 1.9881, 18.4654
Si, 8.1619, 2.5774, 9.7782
Si, 10.2063, -1.831, 9.7406
Si, 14.0339, 8.2878, 9.3441
Si, 1.3928, 7.7766, 11.4806
Si, 7.22, 11.3854, 20.9275
Si, 8.5407, 5.2852, 20.8854
Si, 1.5305, 4.7467, 10.5263
Si, 14.7947, -4.4725, 20.267
Si, -1.1643, 9.3838, 21.2548
Si, 6.6184, 6.2816, 18.9335
Si, 12.6068, 1.6022, 18.032
Si, 3.7733, -1.3404, 14.6242
Si, 11.3519, 7.9255, 16.7327
Si, 2.6879, 12.5645, 14.1154
Si, 4.9327, -0.5197, 22.6103
Si, 10.9674, 2.4247, 15.5075
Si, 4.1015, 10.8479, 17.3418
Si, 2.917, 6.9007, 15.9343
Si, 3.8259, 3.4671, 12.0825
Si, -1.58, 7.3723, 19.0124
Si, 6.4934, 1.9587, 12.1942
Si, 8.98, 12.4477, 13.565
Si, 9.9426, 3.6384, 11.941
Si, 9.3847, 6.9601, 23.2729
Si, 4.2639, 7.3405, 23.2574
Si, 5.0754, -0.4171, 9.3183
Si, 10.5752, -3.1005, 13.9983
O, 7.2849, 1.7082, 21.976
O, 3.7534, 9.7787, 18.5454
O, 8.9047, 3.7887, 21.3153
O, 8.7917, 10.8986, 13.1526
O, 9.9492, 8.6621, 19.806
O, 10.9039, 8.734, 15.3503
O, 13.8082, 8.3225, 10.9701
O, 1.3664, 1.6374, 22.4533
O, 4.0075, 4.5472, 13.2901
O, 9.6431, 5.9976, 19.8818
O, 3.5143, -8.2173, 21.3362
O, 11.9313, 7.6432, 13.0543
O, 1.2938, 6.3385, 10.7423
O, 5.1202, 13.8644, 19.2693
O, 11.3682, -2.0022, 10.8391
O, 5.82, 10.6239, 21.2629
O, 9.0082, -1.1744, 10.6173
O, 3.0346, 8.1488, 14.861
O, 3.5601, 13.6, 15.0811
O, -1.0875, 1.5961, 21.8941
O, 1.326, 6.6642, 16.2301
O, 3.0473, 4.2066, 10.8467
O, 7.0441, 9.193, 12.2002
O, 7.2059, 1.134, 19.436
O, 4.7691, -1.7106, 13.3957
O, 0.1448, 10.3032, 21.5672
O, 8.2383, 15.6216, 15.6643
O, 2.994, 2.1399, 12.5766
O, 16.3005, 0.8555, 17.6511
O, 14.8857, -4.3973, 21.8859
O, 11.4386, 13.1307, 17.0402
O, 9.0046, 14.6435, 10.5978
O, 9.9532, 6.4837, 14.6358
O, -7.3114, 7.425, 17.3016
O, 1.1286, 1.8328, 14.4736
O, 1.3806, 8.8235, 17.7406
O, 2.4561, 13.7295, 18.8261
O, 15.945, -0.6956, 10.8886
O, 10.7571, 4.0257, 15.2535
O, 7.3069, 1.6271, 10.7977
O, 3.5041, 11.1656, 22.3764
O, 5.3653, 3.0286, 11.7252
O, 3.4896, 5.4327, 15.6053
O, 2.9297, 10.9405, 14.1775
O, -3.3567, 13.3086, 13.3512
O, 7.7358, 7.479, 18.7921
O, 4.5246, -0.9191, 16.0005
O, 9.2791, 4.5794, 13.0925
O, 4.8593, 8.8177, 22.9036
O, 5.8378, 11.5727, 12.8739
O, -1.3929, 1.6778, 15.089
O, 11.9357, 0.6583, 19.1709
O, 3.4672, 4.9434, 19.8604
O, 9.4601, 8.4272, 12.9716
O, 7.1306, 5.2236, 20.075
O, -0.8644, 7.3634, 17.5545
O, 5.7272, 4.0892, 15.3808
O, 8.3956, 10.2662, 21.1596
O, 10.0409, 13.04, 12.4711
O, 9.8374, 8.2835, 22.4557
O, -10.414, 4.0312, 11.5677
O, 5.2446, -4.0299, 19.5201
O, 7.0426, 13.8761, 17.4213
O, 13.6793, 11.723, 17.0865
O, 3.9851, -1.455, 8.7016
O, 2.74, 7.5728, 19.7648
O, 1.3612, 4.1884, 24.8493
O, 6.4599, 16.4757, 17.49
H, 11.6731, -0.24, 18.9089

Results
free energy: -137528.483 eV
free energy less fixed offsets of H -15.97, O -568.88, Si -635.61 eV per atom: -3.813 eV

Forces (eV/angstrom), in the order of the atoms: element, x, y, z
Si, 0.0075, -0.0061, 0.0043
Si, 0.0026, -0.0077, 0.0019
Si, 0.0039, 0.0019, -0.0115
Si, -0.0012, 0.0043, -0.0021
Si, -0.0003, 0.009, -0.0021
Si, 0.0022, 0.0025, -0.0047
Si, -0.0078, -0.0063, 0.002
Si, -0.0086, -0.003, -0.0128
Si, -0.0048, -0.0094, 0.0104
Si, -0.0011, -0.0017, 0.002
Si, 0.0017, 0.0016, 0.0062
Si, -0.0054, -0.0003, 0.0057
Si, 0.0019, 0.0022, -0.0002
Si, -0.0013, -0.0044, 0.0082
Si, 0.0081, 0.0012, 0.0054
Si, 0.0065, 0.0039, 0.0056
Si, -0.0021, 0, -0.0036
Si, -0.003, -0.0037, -0.0052
Si, 0.006, 0.0031, -0.0012
Si, 0.0028, 0.0022, -0.0003
Si, -0.0039, -0.003, -0.0043
Si, -0.0051, -0.0031, -0.0071
Si, 0.0022, 0.0015, -0.0057
Si, 0.0027, 0.0063, -0.0061
Si, 0.0964, 0.1498, -0.1644
Si, 0.0574, 0.2574, 0.0446
Si, -0.0918, -0.0418, -0.2433
Si, -0.0575, -0.2354, -0.1185
Si, -0.3585, 0.0152, 0.4098
Si, 0.0458, 0.0483, 0.5237
Si, 0.2189, 0.1063, -0.1404
Si, 0.0067, 0.3555, -0.0618
Si, 0.0674, 0.0309, -0.0395
Si, 0.1072, 0.0509, 0.0002
Si, -0.0039, -0.0296, -0.0435
Si, -0.0236, -0.032, 0.0126
Si, 0.0231, 0.0392, 0.0217
Si, 0.0528, 0.0381, -0.0381
Si, 0.0353, -0.0331, 0.0372
Si, 0.0444, -0.0237, -0.033
Si, 0.0002, 0.0136, -0.0023
Si, -0.0082, -0.0009, -0.0141
Si, -0.0106, 0.0163, -0.0228
Si, -0.006, 0.0203, -0.0375
Si, -0.0179, 0.0487, -0.0161
Si, -0.0303, 0.0407, -0.0105
Si, -0.0259, -0.0246, -0.0407
Si, -0.0687, -0.0337, -0.0117
Si, 0.0579, -0.0586, 0.0136
Si, -0.0227, 0.0441, 0.0374
Si, -0.036, 0.0234, -0.0072
Si, 0.0723, -0.0488, 0.0174
Si, 0.0091, 0.0061, 0.0308
Si, 0.0309, -0.0211, 0.0108
Si, 0.0779, -0.0404, 0.0187
Si, -0.0158, 0.0366, -0.0067
Si, -0.0907, 0.0296, 0.0066
Si, 0.0947, 0.0435, -0.0053
Si, -0.0625, -0.0814, -0.0175
Si, -0.0536, 0.0821, 0.0151
Si, 0.0941, 0.0812, 0.0283
Si, -0.1503, 0.0248, 0.0525
Si, -0.065, -0.025, -0.0158
Si, -0.0921, -0.1848, 0.001
Si, 0.2645, 0.2584, -0.4517
Si, -0.1161, -0.22, 0.2429
Si, -0.1366, -0.1605, -0.2164
Si, 0.2041, 0.2023, 0.1904
Si, 0.0362, -0.5091, 0.328
Si, 0.2996, 0.0255, -0.0357
Si, -0.1499, -0.0099, -0.0685
Si, -0.3058, -0.2257, -0.3291
Si, 0.0061, 0.0013, -0.0085
Si, 0.0021, -0.0059, 0.0082
Si, 0.0005, -0.0025, 0.0149
Si, 0.0036, -0.001, -0.0022
Si, -0.0088, 0.0087, 0.0047
Si, -0.0035, -0.0002, -0.0004
Si, -0.0044, 0.0053, -0.0053
Si, 0.0027, -0.0091, 0.0035
Si, 0.0069, 0.0053, -0.012
Si, 0.0008, 0.0162, -0.0242
Si, -0.0003, 0.0023, 0.0001
Si, -0.0065, 0.0038, -0.0075
Si, 0.0069, -0.0052, -0.0039
Si, -0.0113, -0.0065, 0.0012
Si, -0.0004, -0.0082, -0.0165
Si, 0.009, 0, -0.0013
Si, 0.0074, 0.0142, 0.0133
Si, -0.0334, 0.0469, 0.0192
Si, 0.004, 0.0091, 0.0109
Si, -0.0002, -0.0031, 0.005
Si, -0.0031, -0.0138, 0.008
Si, 0.0037, 0.032, 0.0073
Si, -0.021, -0.0172, 0.0435
Si, -0.0029, -0.0059, 0.0211
O, -0.0026, 0.007, -0.0025
O, 0.0307, -0.0537, 0.0271
O, -0.0005, -0.0038, -0.0005
O, 0.0048, -0.0116, -0.0008
O, -0.0117, 0.0066, -0.0034
O, 0.0003, -0.003, -0.0028
O, 0.0067, -0.0014, 0.0015
O, 0.0006, -0.0041, 0.0062
O, 0.0045, -0.0033, -0.0083
O, -0.0007, -0.006, -0.0136
O, -0.0125, 0.0153, -0.0231
O, -0.0025, 0.0045, -0.0041
O, -0.0019, -0.0097, -0.0018
O, -0.0047, 0.0014, -0.0074
O, 0.0037, -0.002, -0.0018
O, 0.0168, -0.0166, -0.0328
O, 0.0019, -0.0003, 0.0089
O, -0.0026, 0.0018, 0.0128
O, 0.0004, 0.0024, 0.0067
O, 0.0044, -0.0075, 0.0108
O, 0.0006, 0.0076, 0.0036
O, -0.01, 0.0031, 0.0068
O, -0.003, 0.0029, 0.0068
O, 0.0058, 0.0013, -0.0015
Si, -0.0034, -0.0004, -0.0032
Si, 0.0002, 0, -0.0024
Si, 0.0009, 0.0006, -0.0041
Si, -0.0008, 0.0006, -0.0035
Si, -0.0005, -0.0009, -0.002
Si, 0.003, 0.0104, 0.0004
Si, 0.0002, -0.0085, -0.0003
Si, -0.0026, -0.0015, -0.0031
Si, 0.0024, -0.0019, -0.0065
Si, -0.0215, -0.0005, -0.0142
Si, -0.0025, -0.0001, -0.0043
Si, -0.0035, 0.0043, 0.0048
Si, 0.0119, 0.0133, -0.0068
Si, 0.0031, -0.0001, 0.012
Si, -0.0036, 0.0049, -0.0001
Si, -0.0015, -0.0004, -0.0016
Si, 0, 0.0018, -0.0051
Si, 0.0047, -0.0052, 0.0004
Si, 0.0007, 0, -0.0027
Si, -0.0032, 0.0007, -0.0024
Si, 0.0005, -0.0019, -0.0039
Si, -0.0017, -0.0047, 0.0088
Si, -0.0012, -0.0001, -0.003
Si, 0.0011, 0.0004, -0.0046
Si, -0.0009, 0.0002, -0.0021
Si, 0.0002, -0.0012, 0.0008
Si, 0.0009, -0.0002, -0.0029
Si, -0.0005, 0.0013, -0.0023
Si, 0.0004, -0.0005, -0.0035
Si, 0.0011, -0.0004, -0.0048
Si, -0.0012, -0.0006, -0.003
Si, -0.0009, 0.0011, -0.0043
Si, -0.0001, 0.0012, -0.002
Si, -0.002, 0.0003, -0.0018
Si, -0.0043, 0.0032, 0.0086
Si, -0.0002, 0.0038, -0.0041
Si, -0.0014, -0.0037, 0.0099
Si, 0.0004, -0.0022, 0.0004
O, 0.0032, 0.0031, 0.0019
O, 0.0011, -0.0001, 0.0026
O, 0.0012, -0.0049, 0.004
O, -0.0002, -0.0016, 0.0023
O, 0.0004, 0.003, 0.0046
O, -0.0003, -0.0011, 0.0027
O, 0.0016, 0.0008, -0.0041
O, 0.0248, -0.0062, 0.0011
O, 0.0001, -0.0013, 0.0018
O, -0.0007, -0.0014, 0.004
O, -0.0066, -0.0083, 0.0075
O, 0.0022, -0.0002, -0.0002
O, -0.0012, -0.0018, 0.0002
O, -0.0096, 0.0008, 0.0048
O, -0.0052, 0.0007, -0.0032
O, -0.0023, -0.0003, 0.0027
O, 0.0013, -0.0012, -0.0001
O, -0.0009, -0.001, 0.004
O, -0.0001, -0.0006, 0.0027
O, 0.009, -0.0065, 0.0063
O, 0, -0.0007, 0.0026
O, -0.0027, 0.0004, 0.0038
O, 0.0046, -0.0027, 0.0043
O, 0.0003, -0.0004, 0.0045
O, 0.0019, 0.0006, 0.0018
O, 0.0017, 0.0045, 0.0019
O, -0.0003, -0.0005, 0.0035
O, 0.0007, 0.0011, 0.0023
O, 0.0009, 0.0005, 0.0043
O, 0.0019, 0.0026, 0.0064
O, 0.0036, -0.0015, 0.0064
O, -0.0026, -0.003, -0.0006
O, 0.0004, 0.0004, 0.0034
O, 0.0001, -0.0007, 0.0031
O, 0.001, -0.0009, 0.0034
O, -0.0001, -0.0004, 0.0034
O, 0.0005, -0.0093, 0.0047
O, -0.0007, 0.0024, -0.0059
O, -0.0002, -0.001, 0.0032
O, 0.0031, 0.0014, -0.0007
O, -0.0049, 0.0084, 0.001
O, 0.0012, -0.0009, 0.0048
O, 0.0001, -0.0013, 0.0035
O, -0.0001, 0.0004, 0.0035
O, 0.0003, -0.0001, 0.0028
O, 0.0009, 0.0008, 0.003
O, 0.0005, 0, 0.0028
O, 0.0007, -0.0018, 0.002
O, -0.0011, -0.0027, -0.0004
O, -0.0005, -0.001, 0.0032
O, -0.0009, -0.0007, 0.0013
O, -0.0013, -0.0087, -0.0128
O, 0.0006, -0.0023, 0.0035
O, -0.0021, 0.0013, 0.0022
O, 0.0005, -0.0015, 0.0023
O, -0.0016, -0.0011, 0.004
O, 0.0008, -0.0003, 0.0035
O, 0.0014, -0.0007, 0.0008
O, 0.0006, -0.0016, 0.0029
O, -0.0003, -0.0054, 0.0052
O, 0.0033, -0.0002, 0.0031
O, -0.0021, -0.0008, 0.0036
O, -0.0005, -0.0015, 0.0044
O, -0.0009, 0.0018, 0.0062
O, -0.002, 0.0018, -0.0019
O, 0.001, -0.0024, 0.0032
O, 0.0012, -0.0014, -0.0016
O, 0.0004, -0.0009, 0.0038
H, 0.0094, 0.0178, -0.0012

The program warned: the cutoff lies below the one the program advises for these potential files; the forces do not sum to zero within the program's tolerance; the exchange-correlation potential is rough where the density is thin.
